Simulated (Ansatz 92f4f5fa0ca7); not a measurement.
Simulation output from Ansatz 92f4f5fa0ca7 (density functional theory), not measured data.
Periodic cell of 213 atoms, Si132O80H1, from a study of silicon, its oxide and their interface. The atomic structure is a simulated model.
Doubt: the cutoff is far below the 930 eV that the study's wrapper takes by default for these files, so forces and energies are approximate.
This geometry differs little from another in the collection (a relaxation step or a small displacement).

Settings
functional: PBE
potential files: Ansatz PAW
basis: plane waves
wave-function cutoff: 580 eV
density cutoff ratio: 5
exchange-correlation grid ratio: 1
k mesh: 1 x 1 x 1, Gamma-centred
self-consistency stop: 5e-08 eV per atom in the density residual
occupations: fixed
spin: none
net charge: +1 e, with a uniform compensating background and no finite-size correction

Cell vectors (angstrom)
a 10.938 0 0
b 0 10.938 0
c 0 0 31.1897

Atoms and the computed forces on them: element, x, y, z (angstrom), force x, y, z (eV/angstrom)
Si -0.4837 0.2938 23.8287 0.003 0.0008 -0.0012
Si 6.1565 -0.4398 23.5978 0.0001 -0.0016 -0.0037
Si 2.251 3.2437 23.8978 -0.0027 0.0026 -0.003
Si 8.8195 2.1553 23.9284 0.0032 -0.0002 -0.0014
Si 0.4399 4.8577 24.0128 0.0064 -0.0003 -0.0065
Si 5.1001 5.9916 23.6642 0.0015 -0.0005 -0.0022
Si 3.3279 7.7188 23.786 -0.0012 -0.0042 -0.0046
Si 7.9171 8.7398 23.7904 -0.001 -0.0015 -0.0012
Si 1.3765 1.3083 24.9478 -0.0018 -0.0047 0.0012
Si 6.9143 1.3015 25.0215 -0.0027 0.0016 0.005
Si 4.1512 4.1727 24.9498 0.0019 0.0012 0.0012
Si 9.6024 3.9785 25.1973 -0.0055 -0.0025 0.0053
Si 1.4513 6.7952 24.9837 -0.0026 0.0009 0.0058
Si 6.88 6.9006 24.9397 0.0004 -0.0011 -0.0004
Si 4.2866 9.5668 24.8967 0.0006 0.0055 0.0044
Si 9.5411 9.6133 25.2412 0.0014 -0.0004 -0.0004
Si 2.8039 -0.0469 26.2989 0.0005 0.0005 -0.0018
Si 8.1751 0.0223 26.5287 -0.0012 0.0004 -0.0043
Si 0.0774 2.6338 26.477 0.0022 0.003 -0.0063
Si 5.4884 2.7281 26.3207 0 -0.0015 -0.0022
Si 2.7704 5.4502 26.424 0.0005 0.0024 -0.0066
Si 8.1916 5.4751 26.3648 0.0002 0.0007 -0.0016
Si 0.0507 8.1597 26.3813 0.0001 -0.0012 -0.0029
Si 5.5217 8.2007 26.403 -0.0008 -0.0003 -0.0026
Si 4.1018 1.3673 27.7714 0.0481 -0.0023 -0.657
Si 9.5708 1.3673 27.7714 0.1047 -0.0143 0.8584
Si 1.3673 4.1018 27.7714 0.315 -0.1774 0.2471
Si 6.8362 4.1018 27.7714 -0.0977 -0.0031 -0.4008
Si 4.1018 6.8362 27.7714 0.1576 0.1522 0.0498
Si 9.5708 6.8362 27.7714 0.0748 -0.1112 -0.3006
Si 1.3673 9.5708 27.7714 0.3573 -0.0468 -0.4753
Si 6.8362 9.5708 27.7714 -0.205 -0.1864 0.6828
Si 0 0 29.1387 -0.1221 0.0584 0.028
Si 5.469 0 29.1387 -0.0041 -0.0877 0.032
Si 2.7345 2.7345 29.1387 -0.0257 0.1046 0.0276
Si 8.2035 2.7345 29.1387 0.1379 0.0415 0.0221
Si 0 5.469 29.1387 -0.0673 -0.0474 -0.0115
Si 5.469 5.469 29.1387 -0.0477 0.033 0.0021
Si 2.7345 8.2035 29.1387 0.061 0.065 0.013
Si 8.2035 8.2035 29.1387 -0.0406 0.098 0.0148
Si 1.3673 1.3673 30.5059 0.0215 -0.053 -0.0049
Si 6.8362 1.3673 30.5059 -0.0091 0.0364 -0.0484
Si 4.1018 4.1018 30.5059 0.0433 -0.0311 0.0101
Si 9.5708 4.1018 30.5059 -0.0179 0.0112 -0.0105
Si 1.3673 6.8362 30.5059 0.0091 -0.0129 -0.0433
Si 6.8362 6.8362 30.5059 0.0629 -0.0578 -0.0084
Si 4.1018 9.5708 30.5059 -0.0556 0.0075 -0.015
Si 9.5708 9.5708 30.5059 0.0852 -0.0931 0.0001
Si 2.7345 0 0.6835 0.0405 -0.0095 0.0273
Si 8.2035 0 0.6835 -0.0686 0.0645 -0.0023
Si 0 2.7345 0.6835 -0.0487 0.0223 -0.0101
Si 5.469 2.7345 0.6835 0.0384 -0.0305 0.0188
Si 2.7345 5.469 0.6835 -0.035 0.0226 0.0083
Si 8.2035 5.469 0.6835 0.0249 0.0184 0.039
Si 0 8.2035 0.6835 -0.0098 -0.0036 0.0268
Si 5.469 8.2035 0.6835 -0.0791 0.1168 -0.0188
Si 4.1018 1.3673 2.0507 -0.0138 0.0264 -0.0159
Si 9.5708 1.3673 2.0507 0.1163 0.0055 -0.0183
Si 1.3673 4.1018 2.0507 0.0135 -0.0236 0.018
Si 6.8362 4.1018 2.0507 -0.0304 0.0002 0.0135
Si 4.1018 6.8362 2.0507 0.0763 -0.0375 -0.0313
Si 9.5708 6.8362 2.0507 -0.0258 0.0129 0.0169
Si 1.3673 9.5708 2.0507 -0.1209 -0.1005 0.0094
Si 6.8362 9.5708 2.0507 0.0877 -0.1197 -0.0557
Si 0 0 3.418 -0.1051 0.133 -0.3364
Si 5.469 0 3.418 -0.1414 0.2752 0.5885
Si 2.7345 2.7345 3.418 0.2004 -0.1408 -0.1524
Si 8.2035 2.7345 3.418 -0.0003 -0.0279 0.5331
Si 0 5.469 3.418 0.0018 -0.0621 0.2142
Si 5.469 5.469 3.418 -0.2625 -0.0179 -0.4371
Si 2.7345 8.2035 3.418 -0.1306 -0.0593 0.4743
Si 8.2035 8.2035 3.418 -0.2865 0.2395 -0.8652
Si 1.3788 1.3474 4.7628 -0.0009 0.0002 0.0018
Si 6.7972 1.4311 4.8779 -0.0004 -0.0002 0.0036
Si 4.0838 4.1302 4.7734 -0.004 -0.0005 0.0001
Si 9.5987 4.0994 4.8341 -0.0009 -0.0049 0.0046
Si 1.3527 6.8 4.8388 0.0013 0.0011 0.001
Si 6.7846 6.8977 4.6927 -0.004 -0.0083 0.0024
Si 4.0413 9.6118 4.841 -0.0011 -0.0012 0.0024
Si 9.4514 9.6519 4.7032 0.0121 0.0028 0.0035
Si 2.6772 0.0325 6.2759 0.003 -0.0034 -0.0033
Si 8.126 -0.0068 6.2341 -0.002 0.0062 -0.0012
Si 0.0586 2.6818 6.1881 0.0032 0.0024 -0.0024
Si 5.4864 2.9162 6.256 0.0078 0.0016 -0.0036
Si 2.6581 5.3337 6.2462 0.0001 -0.0009 -0.0031
Si 8.1765 5.5806 6.0555 0.0073 0.0064 -0.0091
Si -0.1098 8.28 5.9995 -0.0061 -0.0032 -0.0047
Si 5.378 8.1593 6.1178 -0.0035 0.0055 0.0008
Si 3.7647 1.8146 7.437 -0.0043 -0.0023 0.0063
Si 10.0174 0.8985 7.3529 0.0029 0.001 -0.0002
Si 1.8424 3.4495 7.5896 -0.0056 -0.0008 0.0063
Si 6.3852 4.9463 7.4006 -0.015 -0.008 -0.0025
Si 4.4231 6.377 7.3603 0.0031 0.0008 0.0002
Si 8.9072 7.5339 7.1665 0.009 -0.0041 -0.0031
Si 0.6939 10.0264 7.3027 0.0004 0.0023 -0.0003
Si 7.0747 9.1195 7.4159 -0.0058 -0.0056 0.0005
O 0.5207 9.2245 8.8002 -0.0027 -0.0007 0.0063
O 1.2127 3.663 9.1495 0.0044 -0.0026 -0.011
O 9.7719 1.3123 8.966 0.0016 0.0012 -0.0029
O 6.5865 9.1832 9.0151 0.004 0.0008 -0.0034
O 4.533 1.2163 8.7919 -0.001 -0.0004 -0.0043
O 3.867 6.693 8.8964 0.0006 0 -0.0007
O 7.0512 5.4593 8.8944 -0.0009 0.0057 0.0055
O 9.1779 7.3661 9.0087 -0.0058 0.0037 0.0169
O 2.2889 3.219 22.2035 0.0006 -0.0009 0.0002
O 6.023 11.0703 22.0215 -0.0002 -0.0004 0.0017
O 8.4586 2.6686 22.4048 -0.0018 0.0016 -0.0016
O 0.0316 4.6675 22.3751 -0.0006 0.0006 -0.0001
O 8.7393 8.455 22.354 -0.0014 0.0004 0.0003
O 2.8977 8.1835 22.2408 0.0012 0.0011 -0.0002
O 5.6513 5.6921 22.1125 -0.0009 -0.0003 0.0041
O 10.595 10.4352 22.3481 -0.0008 0.001 0
Si 1.3626 4.3572 21.4457 -0.0016 -0.0006 0.0023
Si 1.5267 3.7214 15.7232 -0.0006 -0.0002 -0.0028
Si 8.7421 0.6123 10.0207 -0.0023 -0.0004 0.0055
Si 6.2204 0.8273 20.5511 -0.0003 0.0014 -0.0009
Si 0.356 13.384 19.374 0.0001 0.0001 0.0018
Si 4.0733 6.8029 10.5091 0.0015 -0.0017 -0.0044
Si 10.1 9.0379 21.6254 0.0013 -0.0006 0.0019
Si 3.6555 7.5771 19.03 -0.0002 -0.0005 0.0019
Si 8.6354 5.4516 19.4294 0.0005 0.0005 0.0028
Si 5.1118 14.0868 19.0841 -0.0003 0.0002 0.0009
Si 0.2225 10.6334 14.6661 0 0.0012 -0.0029
Si 6.0149 9.3143 10.5573 -0.0029 0.0009 0.0004
Si -2.4424 1.9075 12.9716 0.0002 0.0006 -0.0049
Si 4.8369 10.261 18.1432 0.0001 0.001 -0.0003
Si 8.3119 0.1535 15.3969 0.0004 0.0013 -0.0014
Si 6.1922 3.6375 13.9907 -0.0002 -0.0011 -0.0041
Si 12.7751 7.3863 21.2828 -0.0018 -0.0006 0.0001
Si -3.7357 8.7031 16.7362 -0.0008 0.0011 -0.0012
Si 0.5679 2.3226 13.2621 0.0008 -0.0006 -0.0057
Si 5.9551 6.6228 14.8544 -0.0009 0 -0.0017
Si 3.1891 6.3771 16.2923 -0.0004 -0.0001 -0.0016
Si 7.0222 13.4166 16.5697 0.0001 -0.0002 -0.0017
Si 1.5188 3.7228 10.7703 0.002 -0.0122 -0.0097
Si 8.281 5.9933 9.8136 -0.0083 0.0087 -0.006
Si 1.0912 6.7495 11.5978 0.001 0.0066 -0.006
Si 7.5233 7.6494 12.4139 -0.0031 -0.0022 -0.0064
Si 8.8171 2.4994 20.838 0.0016 0.0012 0.0003
Si 2.7852 12.7052 17.7995 -0.0009 0.0001 0
Si 5.7065 5.8942 20.4914 -0.0005 0.0004 -0.0007
Si 5.677 1.2335 9.9549 0.0028 0.0013 0.0005
Si 4.6216 3.837 11.4318 -0.0016 0.0006 -0.0037
Si -0.5438 7.9516 13.7821 0.0008 0.004 -0.0036
Si -0.7013 8.673 9.7161 -0.0042 -0.0069 -0.0112
Si -1.2592 3.8327 17.099 -0.001 0.0006 -0.0006
Si 0.6381 8.329 16.3712 0.0014 0.0021 -0.0006
Si -1.3306 8.2126 18.8376 -0.0006 -0.0004 0.0017
O 4.8571 3.6706 13.0381 -0.0011 0.0003 -0.0006
O 9.2387 -1.0121 10.0617 0.0013 -0.0046 0.0002
O 1.9854 7.4534 16.255 0.0005 0.0001 0.0001
O 1.4093 3.4311 14.112 -0.0005 0.0009 0.0028
O 8.2075 8.468 18.0082 0.001 -0.0003 -0.0002
O 5.0901 4.6147 19.7297 0.0002 0.001 -0.0014
O 0.9314 5.1665 11.2593 -0.0058 0.0072 0.0072
O 2.1457 5.7867 21.4891 0.0006 0.0008 -0.0019
O 0.0376 4.2488 16.1968 -0.0005 0.0008 -0.0003
O 4.8198 5.4285 11.0375 -0.0006 0.0001 0.002
O -1.2951 6.7432 19.5973 -0.0003 0.0002 -0.0024
O 6.2916 7.388 13.4408 0.0016 0.0012 0.0004
O 3.6773 3.0088 18.3494 0.0002 0.0007 -0.0013
O 5.8522 9.5643 17.0694 -0.0009 0.0004 -0.0004
O 8.943 7.5797 13.178 0.0012 -0.0015 0.0022
O 5.578 2.7076 10.6835 -0.0002 -0.0015 0.0015
O 11.2866 7.8987 21.7075 -0.0007 0.0008 -0.0021
O 6.3261 13.8631 17.9773 -0.0013 0.0005 0.0001
O -3.7343 9.0676 11.6615 -0.0004 0.0015 0.002
O 0.8338 2.5326 11.6528 0.0005 0.0008 0.0025
O 7.4762 11.844 16.5885 -0.0009 0.0003 -0.0002
O -0.6684 2.7145 18.1312 0.0005 -0.0006 0.0003
O 5.9921 2.6838 15.3038 0.0001 0.0001 0.0006
O 10.3255 1.8814 20.5718 -0.0016 0 -0.0016
O 4.8258 7.2104 20.1067 -0.0008 0.0004 -0.002
O 5.3849 -0.1289 10.8376 0.0008 0.0015 0.0009
O 5.234 2.1154 20.3469 0.0003 -0.001 -0.0009
O 9.9274 11.2998 15.5194 -0.0008 0.0006 0.001
O -3.032 11.6469 13.9128 -0.0014 0.0008 -0.0001
O 3.801 6.5047 17.8011 0.0003 0.0005 -0.0006
O 9.36 4.8222 10.0623 0.1773 -0.0531 -0.1206
O 7.6778 6.5375 11.1972 0.0046 -0.0007 -0.006
O 1.0057 14.8006 19.9332 0.0002 0.0006 -0.0013
O 3.8521 11.4668 17.5688 -0.0002 0.0004 -0.0015
O -2.9697 9.5105 15.5317 -0.0007 -0.0021 0.001
O 2.1662 7.5972 19.7077 -0.0003 0.0004 -0.0005
O 7.4138 3.1281 13.0162 -0.0006 0.0002 0.0015
O 8.4338 3.2416 16.2194 -0.0007 0.0001 -0.0004
O -1.9871 16.0126 17.8662 -0.0008 0.0008 -0.0006
O 0.6746 7.0462 13.1391 0.0014 -0.0011 -0.0014
O 8.765 4.0313 20.2396 -0.0004 -0.0011 -0.0013
O 7.2047 6.0826 19.8828 -0.0002 -0.0001 -0.0026
O -4.1647 7.2566 16.1127 -0.0006 -0.0002 -0.001
O 3.1071 3.5036 10.9788 0.0049 -0.0008 0.0027
O 2.6247 4.8846 15.9852 0.0002 0.0009 0.0002
O 4.3511 6.6878 15.1735 0.0001 0.0005 0.0003
O 10.9372 7.7264 10.8161 0.0021 0.0047 0.006
O 11.9507 11.7768 13.8093 -0.0004 0.0009 0.0019
O 5.786 10.705 19.393 0.0007 0.001 0.0001
O -0.0403 8.388 17.8421 -0.0011 0.0005 -0.0008
O 2.6342 7.1021 11.2315 -0.0054 0.0008 0.0043
O -0.2939 -1.3837 13.5297 -0.001 -0.0012 0.0017
O 2.034 24.2056 16.4464 0.0002 -0.0002 0.0006
O 7.7433 1.3911 20.2729 -0.0008 0.0001 -0.0017
O 1.5742 12.3907 18.889 -0.0008 0.0005 -0.0017
O -4.4504 5.1083 14.6076 -0.0002 -0.0001 0.0011
O -3.706 0.9686 9.4279 -0.0011 0.0002 -0.0006
O 9.7576 9.3131 20.0461 -0.0001 0.0002 -0.0014
O -6.006 8.1399 10.8167 0.0012 0.0012 0.0035
O 1.086 9.8119 15.7877 -0.0001 -0.0002 0.0011
O -1.0319 2.5149 13.4994 -0.0024 -0.0002 0.002
O 3.7872 9.1149 18.5641 -0.0014 -0.0007 -0.0012
O -0.499 7.6694 15.3826 -0.0016 -0.0008 0.0007
O 8.7805 1.2584 11.4971 -0.0006 -0.0025 -0.0019
H 10.0786 4.6018 9.4406 -0.1674 0.046 0.132

Results
free energy: -129428.459 eV
free energy less fixed offsets of H -15.97, O -568.88, Si -635.61 eV per atom: -1.569 eV

The program warned: the cutoff lies below the one the program advises for these potential files; the exchange-correlation potential is rough where the density is thin.
